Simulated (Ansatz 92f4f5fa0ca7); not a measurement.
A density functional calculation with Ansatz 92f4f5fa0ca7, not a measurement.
Periodic cell of 273 atoms, Si165O106As2, from a study of silicon, its oxide and their interface. The atomic structure is a simulated model.
Doubt: the cutoff is far below the 930 eV that the study's wrapper takes by default for these files, so forces and energies are approximate.
This geometry differs little from another in the collection (a relaxation step or a small displacement).

Settings: functional PBE; potential files Ansatz PAW; basis plane waves; wave-function cutoff 580 eV; density cutoff ratio 5; exchange-correlation grid ratio 1; k mesh 1 x 1 x 1, Gamma-centred; self-consistency stop 5e-08 eV per atom in the density residual; occupations fixed; spin none; net charge 0.

Cell vectors (angstrom)
a, 11.6015, 0, 0
b, 0, 13.3963, 0
c, 0, 0, 29.8085

Atoms: element, x, y, z (angstrom)
Si, 11.5483, 0.1822, 22.9168
Si, 3.9137, 0.155, 23.0377
Si, 7.6679, 0.1205, 23.1519
Si, 2.0688, 3.4538, 22.8947
Si, 5.9025, 3.6803, 23.0071
Si, 9.7586, 3.5329, 23.037
Si, 11.6613, 6.859, 23.0739
Si, 3.9559, 7.0333, 23.1863
Si, 7.7905, 6.8853, 23.2554
Si, 2.035, 10.2376, 23.2547
Si, 5.8588, 10.0954, 23.3002
Si, 9.8463, 10.0864, 23.2312
Si, 11.696, 2.3877, 23.7593
Si, 3.9974, 2.4032, 23.7647
Si, 7.7884, 2.4113, 23.7827
Si, 2.0299, 5.7057, 23.7049
Si, 5.8298, 5.8027, 23.9883
Si, 9.7388, 5.7252, 23.9036
Si, 11.7535, 9.0245, 24.0299
Si, 3.9053, 9.1331, 24.1812
Si, 7.8504, 9.0859, 24.0268
Si, 1.9122, 12.507, 23.8099
Si, 5.7754, 12.3721, 23.93
Si, 9.6811, 12.3953, 23.7943
Si, 11.6416, 2.2925, 26.1706
Si, 3.9129, 2.3047, 26.1774
Si, 7.7573, 2.3092, 26.1888
Si, 1.9745, 5.619, 26.1475
Si, 5.8134, 5.6554, 26.3223
Si, 9.7054, 5.6329, 26.2685
Si, 11.6639, 8.9746, 26.354
Si, 3.8837, 9.011, 26.4678
Si, 7.7907, 9.0025, 26.354
Si, 1.9223, 12.3852, 26.21
Si, 5.7969, 12.329, 26.2875
Si, 9.6845, 12.3462, 26.1972
Si, 1.9644, 1.1966, 27.0197
Si, 5.8268, 1.1801, 27.0236
Si, 9.6946, 1.182, 27.0027
Si, 11.6458, 4.5051, 27.0152
Si, 3.8785, 4.5073, 27.0368
Si, 7.7556, 4.5147, 27.0467
Si, 1.9628, 7.8095, 27.0796
Si, 5.8447, 7.8779, 27.0917
Si, 9.713, 7.8514, 27.0761
Si, 11.6133, 11.2361, 27.0409
Si, 3.8451, 11.2673, 27.079
Si, 7.7585, 11.2411, 27.0594
Si, 1.9336, 1.1164, 29.4135
Si, 5.8008, 1.1164, 29.4135
Si, 9.6679, 1.1164, 29.4135
Si, 0, 4.4654, 29.4135
Si, 3.8672, 4.4654, 29.4135
Si, 7.7343, 4.4654, 29.4135
Si, 1.9336, 7.8145, 29.4135
Si, 5.8008, 7.8145, 29.4135
Si, 9.6679, 7.8145, 29.4135
Si, 0, 11.1635, 29.4135
Si, 3.8672, 11.1635, 29.4135
Si, 7.7343, 11.1635, 29.4135
Si, 0, 0, 0.3944
Si, 3.8672, 0, 0.3944
Si, 7.7343, 0, 0.3944
Si, 1.9336, 3.3491, 0.3944
Si, 5.8008, 3.3491, 0.3944
Si, 9.6679, 3.3491, 0.3944
Si, 0, 6.6981, 0.3944
Si, 3.8672, 6.6981, 0.3944
Si, 7.7343, 6.6981, 0.3944
Si, 1.9336, 10.0472, 0.3944
Si, 5.8008, 10.0472, 0.3944
Si, 9.6679, 10.0472, 0.3944
Si, 11.548, -0.0498, 2.751
Si, 3.792, -0.0514, 2.7364
Si, 7.7249, -0.0727, 2.7109
Si, 1.9376, 3.2643, 2.7493
Si, 5.7526, 3.2816, 2.8
Si, 9.5999, 3.3085, 2.7681
Si, 11.5744, 6.6317, 2.7626
Si, 3.8701, 6.6304, 2.7475
Si, 7.7326, 6.6535, 2.7756
Si, 1.9157, 9.9933, 2.7543
Si, 5.8223, 9.9881, 2.7246
Si, 9.6865, 9.9683, 2.7531
Si, 11.5562, 2.2012, 3.4532
Si, 3.8338, 2.1194, 3.6598
Si, 7.6698, 2.1131, 3.5597
Si, 1.9108, 5.4973, 3.4832
Si, 5.8051, 5.531, 3.5715
Si, 9.6487, 5.5258, 3.6215
Si, 11.6112, 8.8588, 3.5762
Si, 3.883, 8.8848, 3.4547
Si, 7.7508, 8.8907, 3.5711
Si, 1.8677, 12.2185, 3.5489
As, 5.7599, 12.2307, 3.6388
Si, 9.6193, 12.1815, 3.5261
Si, 11.4853, 2.172, 5.7741
Si, 3.7229, 2.0181, 6.0863
Si, 7.6355, 1.9649, 5.9263
Si, 1.8853, 5.4067, 5.82
Si, 5.8068, 5.4586, 5.943
Si, 9.6256, 5.452, 6.0269
Si, 11.6435, 8.7944, 5.9533
Si, 3.9375, 8.7853, 5.7705
Si, 7.7633, 8.8068, 5.9451
Si, 1.7895, 12.1844, 5.9167
As, 5.7091, 12.0978, 6.4619
Si, 9.5942, 12.1347, 5.8812
Si, 1.6233, 0.9806, 6.7613
Si, 5.6904, 1.0256, 7.0374
Si, 9.654, 0.9492, 6.6196
Si, 11.5764, 4.3258, 6.7434
Si, 3.834, 4.3181, 6.5776
Si, 7.6969, 4.1808, 6.635
Si, 2.0351, 7.6275, 6.5357
Si, 5.8374, 7.7137, 6.7276
Si, 9.7223, 7.7106, 6.759
Si, 11.4646, 10.9934, 6.7963
Si, 3.6185, 10.9232, 6.7069
Si, 7.8079, 10.9659, 6.9208
O, 9.8928, 7.902, 8.4216
O, 9.8992, 0.8325, 8.2703
O, 1.0281, 0.9068, 8.3457
O, 2.9256, 10.5255, 8.1727
O, 5.8268, 7.8763, 8.3904
O, 5.652, 1.2405, 8.7197
O, 3.7883, 4.3249, 8.2257
O, 7.6514, 3.7428, 8.2604
O, 0.043, 4.2739, 8.4173
O, 11.1846, 10.96, 8.4504
O, 8.1873, 10.7644, 8.5538
O, 2.3828, 7.4739, 8.1375
O, 11.4201, 0.2041, 21.2378
O, 9.7538, 3.6383, 21.3727
O, 4.1409, 7.5422, 21.5989
O, 6.007, 4.1597, 21.3912
O, 5.7467, 9.755, 21.6649
O, 2.1487, 3.3794, 21.2143
O, 7.3598, 13.4474, 21.512
O, 4.0118, 0.1547, 21.3747
O, 7.7204, 6.9606, 21.6061
O, 2.121, 10.174, 21.6055
O, 11.536, 6.9762, 21.4128
O, 10.1761, 9.6599, 21.6412
Si, 11.5793, 6.4459, 11.319
Si, 1.5725, 10.3632, 16.2623
Si, 0.2255, 3.6904, 9.9332
Si, 8.0851, 12.859, 20.1867
Si, 2.7902, 10.4502, 9.7911
Si, 2.5682, 10.3917, 20.0637
Si, 10.3492, 3.7012, 19.8553
Si, 0.2561, 12.7979, 17.1092
Si, 10.8169, 0.6983, 19.7895
Si, 3.1593, 7.7514, 16.2554
Si, 0.3265, 6.487, 19.913
Si, 9.3962, 2.5261, 14.3177
Si, 2.9041, 2.5442, 11.0564
Si, 5.1355, 11.9824, 15.3668
Si, 4.9378, 8.6773, 20.7212
Si, 3.6012, -0.3994, 11.2828
Si, 5.5869, 8.8826, 14.8248
Si, -0.1823, 11.3152, 10.0379
Si, 9.454, 10.0157, 20.2261
Si, 3.4535, 0.0485, 19.8443
Si, 7.4708, 4.7009, 9.559
Si, 2.3756, 12.3539, 14.1669
Si, 6.2006, 0.5958, 10.1535
Si, 2.7926, 2.8984, 19.7738
Si, 5.7226, 4.4461, 13.6706
Si, 7.4764, 0.2158, 15.6179
Si, 9.6073, 11.3455, 15.2297
Si, 1.9894, 6.5652, 13.5753
Si, 2.8454, 3.5286, 14.0352
Si, 11.6979, 9.1674, 18.4183
Si, 11.2271, 0.8732, 9.2309
Si, 9.1243, 7.3259, 9.7412
Si, 8.6703, 8.5597, 14.6047
Si, 4.779, 7.1613, 12.3723
Si, 2.9699, 5.6257, 18.7708
Si, 2.5375, 7.3922, 9.7367
Si, 6.2668, 8.4275, 9.8626
Si, 4.3351, 4.7533, 9.6779
Si, 9.3253, 10.5036, 12.3065
Si, 5.9429, 13.0337, 17.9782
Si, 7.9794, 4.9314, 18.381
Si, 8.3102, 5.4112, 15.2223
Si, 7.3295, 11.0811, 9.9387
Si, 5.3863, 4.1958, 19.8772
Si, 0.7951, 1.4878, 15.0571
Si, 7.5488, 7.5258, 20.0998
Si, 7.658, 2.7844, 11.8875
O, 3.4568, 6.0725, 10.1196
O, 1.9571, 2.6536, 15.1008
O, -0.3738, 12.9457, 10.203
O, 8.3608, 8.8971, 19.8496
O, 2.4144, 1.3097, 19.5296
O, 8.1473, 5.3122, 16.8233
O, 2.7372, 11.9812, 19.7138
O, 7.1572, 8.7612, 15.1732
O, 1.293, 0.1865, 14.1844
O, 4.4158, 3.8145, 14.462
O, 4.2462, 3.4053, 10.6318
O, 10.9626, 2.0818, 14.5134
O, 11.3804, 4.8375, 11.0148
O, 10.8488, 12.0187, 16.0589
O, 8.9385, 6.9111, 14.79
O, 1.7841, 3.3616, 10.225
O, 8.4636, 5.9346, 9.2432
O, 11.1476, 2.2948, 19.5437
O, 5.4005, 7.6225, 10.9518
O, 11.4167, 7.5902, 18.7965
O, 7.8712, 8.2637, 10.1856
O, 10.1368, 7.1555, 11.0091
O, 9.2279, 4.1143, 14.754
O, 8.8283, 11.4699, 20.5325
O, 10.5246, 10.5195, 11.1717
O, 8.3634, 12.2431, 15.7955
O, 4.4366, 2.8727, 19.8107
O, 4.6523, 0.2257, 18.7553
O, 10.4675, 10.087, 18.9594
O, 6.7883, 0.6991, 17.0404
O, 0.5174, 6.7457, 12.8511
O, 1.0502, 7.1251, 10.3149
O, 3.1449, 7.1777, 12.5799
O, 3.9437, 9.5547, 19.7777
O, 6.7957, 5.1987, 14.6373
O, 0.5882, 0.9077, 16.5672
O, 1.5523, 11.7786, 17.1233
O, 5.3999, 8.2904, 13.3388
O, 2.9806, 12.3599, 12.65
O, 6.4415, 3.1973, 12.9033
O, 2.7988, 9.3228, 16.607
O, 5.9961, 7.8919, 19.7632
O, 1.9484, 6.3895, 19.7848
O, 1.4391, 9.6893, 19.1551
O, 9.4803, 9.7147, 15.4938
O, 3.0894, 8.883, 10.2245
O, 8.9595, 9.0463, 13.0365
O, 2.1496, 7.3139, 15.0235
O, 9.1353, 3.8635, 18.7899
O, 4.7327, 7.9005, 15.8253
O, 7.2652, 1.5696, 10.8901
O, 8.1225, 6.3565, 19.1451
O, 5.9139, 5.1575, 9.6541
O, 6.9849, -0.9273, 19.0753
O, 11.0609, 2.2512, 10.1157
O, 8.9916, 2.3978, 12.7385
O, 9.6946, 11.5103, 13.574
O, 6.5651, 4.2024, 18.756
O, 6.0461, 10.0511, 9.9414
O, 1.3217, 10.8199, 10.372
O, 5.1666, 10.4632, 14.77
O, 1.6966, 10.9078, 14.6804
O, 11.368, 13.0749, 18.6356
O, 5.4369, 11.8468, 16.9725
O, 8.0483, 11.0036, 11.4084
O, 11.304, 5.0069, 19.6451
O, 8.375, 1.4815, 15.1005
O, 2.4237, 4.047, 18.6205
O, 3.7225, 11.6946, 10.304
O, 9.1833, 0.5734, 19.7234
O, 2.7711, 2.6554, 12.6672
O, 3.6532, 12.6292, 15.1484
O, 8.0024, 4.0651, 10.9468
O, 5.1108, 0.2359, 11.326
O, 4.4255, 5.4856, 19.5117
O, 6.2127, 13.0533, 14.6955
O, 3.0529, 6.5709, 17.4113
O, 2.7723, 0.9309, 10.7398
O, 0.2926, 9.4471, 16.8041
O, 5.2344, 5.6138, 12.6368
O, 2.1382, 4.9687, 13.8192
O, 6.8977, 12.6145, 9.6909

Results
free energy: -174885.330 eV
free energy less fixed offsets of As -4856.12, O -568.88, Si -635.61 eV per atom: 3.840 eV

Forces (eV/angstrom), in the order of the atoms: element, x, y, z
Si, 0.0032, 0.0093, 0.0053
Si, -0.0021, -0.0016, 0.0052
Si, 0.0065, -0.0014, 0.0045
Si, -0.0268, -0.0078, -0.0034
Si, 0.0021, 0.0027, -0.0074
Si, 0.0171, -0.0105, -0.0082
Si, -0.0018, 0.0017, 0.003
Si, 0.0012, 0.0005, 0.0018
Si, -0.0092, 0.0073, 0.002
Si, 0.0019, 0.0012, 0.0002
Si, -0.0049, 0.0057, 0.0018
Si, -0.004, 0.0091, -0.0029
Si, 0.0101, 0.0394, -0.0211
Si, 0.0032, 0.0063, -0.0028
Si, -0.0053, 0.0051, -0.0017
Si, 0.0008, -0.0046, -0.0015
Si, 0.003, -0.0188, -0.0078
Si, 0.0015, -0.0037, -0.0076
Si, 0.0025, -0.001, -0.0096
Si, 0.0014, 0.0022, -0.006
Si, 0.0077, -0.0039, -0.0091
Si, -0.0019, -0.001, -0.0083
Si, 0.002, 0, -0.0148
Si, -0.0029, -0.003, -0.0062
Si, -0.0017, -0.0304, -0.0562
Si, -0.008, -0.008, 0.0004
Si, 0.0119, -0.0087, -0.0012
Si, -0.0004, 0.0037, -0.0028
Si, -0.0015, 0.0135, -0.0212
Si, 0.0007, 0.0006, 0.0018
Si, 0.0016, 0.0005, -0.0041
Si, 0.005, -0.0007, -0.008
Si, -0.0058, 0.0012, -0.0064
Si, -0.0011, 0.0127, 0.001
Si, -0.0002, 0.0018, -0.0012
Si, 0.0014, 0.0147, 0.0018
Si, -0.0495, 0.0304, 0.0097
Si, -0.0001, 0.013, -0.009
Si, 0.0569, 0.0384, 0.0194
Si, 0.0001, -0.0119, -0.0119
Si, 0.003, -0.0009, -0.0106
Si, -0.0019, -0.0031, -0.0106
Si, 0.0029, -0.0005, -0.0049
Si, 0, -0.0454, 0.0012
Si, -0.0014, 0.0018, -0.0094
Si, -0.0006, -0.0002, -0.0108
Si, -0.0069, -0.0073, -0.0126
Si, 0.0114, -0.0105, -0.0093
Si, 0.0986, 0.1451, -0.2471
Si, 0.0576, 0.1218, -0.0853
Si, 0.0219, 0.0493, -0.3297
Si, 0.1316, 0.0652, -0.0893
Si, -0.0826, 0.0514, -0.0948
Si, 0.1068, 0.0422, 0.035
Si, -0.002, -0.1759, 0.3331
Si, 0.1034, 0.0696, 0.3718
Si, 0.0898, -0.0075, 0.2082
Si, 0.009, 0.1725, -0.035
Si, -0.087, 0.2909, 0.3286
Si, 0.0361, 0.2046, 0.0833
Si, -0.0932, -0.1033, -0.1348
Si, -0.2121, -0.0216, -0.0421
Si, 0.1146, -0.0542, -0.2916
Si, 0.1042, -0.1921, -0.0755
Si, -0.1262, -0.1244, 0.1787
Si, -0.1876, -0.0276, -0.0247
Si, -0.1138, -0.0039, 0.0463
Si, 0.0282, -0.1297, -0.0913
Si, -0.0034, -0.0265, 0.1201
Si, -0.0394, -0.0181, -0.1353
Si, 0.1282, -0.1531, -0.2495
Si, 0.0064, -0.1364, -0.115
Si, -0.009, -0.0393, 0.0148
Si, 0.0229, -0.0318, -0.1197
Si, -0.0385, -0.0655, -0.2122
Si, 0.0198, 0.0041, 0.0027
Si, 0.0051, -0.0074, 0.0436
Si, -0.0265, 0.0045, 0.0085
Si, 0.0036, -0.0069, 0.0005
Si, -0.0193, 0.0285, -0.0029
Si, 0.0189, 0.0204, -0.0111
Si, 0.0301, 0.0063, 0.0486
Si, -0.0111, 0.0651, -0.1041
Si, -0.0328, 0.0155, 0.0556
Si, -0.0032, -0.0189, -0.0095
Si, -0.0849, -0.0292, -0.039
Si, 0.082, -0.0267, -0.0544
Si, 0.0017, -0.003, -0.0234
Si, 0.0032, 0.0109, -0.0389
Si, 0.0002, -0.008, -0.0232
Si, 0.0028, -0.0174, -0.0511
Si, 0.0483, -0.0475, -0.0513
Si, -0.0405, -0.045, -0.0457
Si, 0.0105, 0.099, -0.0776
As, 0.0804, 0.1666, -0.355
Si, -0.0111, 0.1092, -0.1064
Si, 0.0022, 0.0435, -0.0083
Si, 0.0934, -0.0117, -0.0191
Si, -0.1072, -0.0182, -0.0166
Si, -0.0037, 0.0029, -0.0109
Si, 0.0065, -0.0331, -0.0057
Si, -0.0056, -0.0078, -0.0141
Si, 0.0059, 0.0162, -0.007
Si, -0.0574, 0.0897, 0.0445
Si, 0.0727, 0.1038, -0.0041
Si, 0.0377, -0.0873, 0.0339
As, -0.0824, -0.2839, 1.1794
Si, -0.0544, -0.1273, -0.0018
Si, 0.0511, -0.0087, -0.0007
Si, -0.0756, -0.1414, 0.4654
Si, -0.0364, 0.0176, 0.01
Si, -0.0034, -0.0083, 0.0127
Si, -0.0062, -0.0214, 0.0398
Si, 0.0084, -0.0026, 0.0489
Si, 0.0761, 0.0236, 0.0114
Si, -0.0287, 0.0656, 0.0287
Si, -0.0667, 0.0037, 0.0329
Si, 0.0231, 0.0488, 0.0155
Si, 0.1348, -0.0104, 0.3534
Si, -0.2569, -0.0159, 0.3226
O, 0.0142, -0.0046, -0.0081
O, 0.012, 0.0028, -0.0091
O, 0.0069, 0.0114, -0.0185
O, 0.0147, 0.0279, -0.0198
O, 0.0043, -0.019, -0.034
O, 0.0173, 0.0085, 0.0632
O, -0.0009, 0.0166, 0.0094
O, -0.0043, -0.0067, -0.0014
O, 0.0028, 0.0084, 0.0011
O, 0.0163, 0.0028, 0.0251
O, -0.0186, 0.0172, 0.0035
O, -0.0141, -0.0008, 0.0126
O, -0.0041, -0.0004, -0.0228
O, -0.0067, 0.0064, -0.0279
O, 0.0014, 0.004, -0.0101
O, -0.002, 0.0032, -0.0327
O, 0.0008, -0.0038, -0.0083
O, 0.0156, 0.001, -0.0333
O, -0.0018, -0.0012, -0.0123
O, -0.0007, -0.0008, -0.0149
O, 0.0003, -0.0007, -0.0221
O, 0.0014, -0.0001, -0.0183
O, 0.0003, -0.0005, -0.0127
O, 0.0027, -0.0041, -0.0138
Si, -0.0035, 0.004, 0.0094
Si, -0.0038, -0.0029, 0.0225
Si, 0.0088, 0.0061, -0.005
Si, 0.0035, 0.0064, 0.0145
Si, 0.0478, 0.0228, -0.1115
Si, 0.0006, 0.0033, 0.0136
Si, -0.0005, -0.0041, 0.022
Si, -0.0012, 0.004, 0.0262
Si, 0.002, 0.0087, 0.0207
Si, 0.0005, -0.0034, 0.0234
Si, -0.004, -0.0078, 0.009
Si, -0.0032, -0.003, 0.0102
Si, 0.0171, 0.0022, -0.0007
Si, 0.009, 0.0047, 0.0155
Si, 0, -0.0001, 0.0061
Si, 0.033, -0.0111, -0.0247
Si, 0.0014, 0.0037, 0.0167
Si, -0.0282, -0.0197, -0.0561
Si, -0.0019, 0.0017, 0.0145
Si, -0.0024, 0.0055, 0.0126
Si, 0.0006, -0.0154, 0.0019
Si, 0.0007, -0.0001, 0.0217
Si, 0.001, -0.0839, -0.1983
Si, -0.0028, 0.0033, 0.0199
Si, 0.0081, -0.0075, 0.012
Si, -0.0011, 0.0015, 0.0142
Si, 0.0026, 0.0046, 0.013
Si, 0.0024, 0.0019, 0.0225
Si, 0.0011, 0.0033, 0.0168
Si, 0.0012, -0.0006, 0.0179
Si, -0.0052, -0.0016, -0.0146
Si, 0.0119, 0.0101, -0.0129
Si, 0.0002, 0.0019, 0.0135
Si, 0.0072, -0.0003, 0.0164
Si, 0.0013, -0.0097, 0.0176
Si, 0.0038, 0.0065, -0.011
Si, -0.0043, 0.0639, -0.0081
Si, 0.0107, -0.0111, -0.0053
Si, -0.0147, 0.0088, -0.0034
Si, -0.0021, 0.0032, 0.0223
Si, -0.0035, -0.0047, 0.0211
Si, 0.0006, -0.0026, 0.0212
Si, -0.0473, 0.1011, -0.1806
Si, 0.0031, -0.0044, 0.0196
Si, -0.0055, -0.0005, 0.0201
Si, 0.0022, -0.0035, 0.0153
Si, -0.0092, -0.0194, -0.0171
O, -0.0084, 0.0045, 0.002
O, 0.0049, 0.0026, -0.0132
O, 0.0141, 0.004, -0.0002
O, 0.0009, 0.0016, -0.0078
O, 0.0014, -0.0041, -0.0098
O, 0.0012, 0.0055, -0.0259
O, 0, -0.0014, -0.0067
O, -0.0005, 0.0006, -0.0101
O, 0.0026, -0.0037, -0.0111
O, -0.0001, 0.0008, -0.0105
O, -0.0089, 0.0142, 0.003
O, 0.0016, 0.0002, -0.0086
O, 0.0001, -0.0018, -0.0057
O, -0.0038, -0.004, -0.0148
O, 0.0029, 0.005, -0.0106
O, -0.011, 0.004, -0.0014
O, 0.0104, -0.0005, -0.0086
O, -0.0015, -0.002, -0.0121
O, 0.0013, -0.0111, 0.0039
O, 0.0001, 0.0048, -0.0118
O, -0.0097, -0.0078, -0.0059
O, 0.0062, -0.0053, 0.0024
O, 0.0012, -0.0022, -0.008
O, 0, -0.0023, -0.0085
O, 0.0053, 0.0031, 0.017
O, 0.0037, -0.0041, -0.0103
O, 0, 0, -0.0097
O, 0.0062, -0.0022, -0.0152
O, 0.0037, -0.001, -0.0136
O, 0.005, -0.0022, -0.0167
O, -0.0059, -0.0001, -0.0166
O, 0.0026, -0.0035, -0.0062
O, 0.0018, 0.0034, -0.0136
O, 0.0002, 0.0004, -0.0084
O, -0.0054, 0.0002, -0.0129
O, 0.0023, 0.0059, -0.0165
O, 0.0015, -0.0033, -0.0135
O, -0.002, -0.0069, -0.0126
O, -0.0042, 0.0072, -0.0041
O, -0.0007, 0.0056, -0.002
O, 0.0011, 0.0013, -0.0115
O, 0.0005, 0, -0.0094
O, 0.0022, 0.0021, -0.0093
O, -0.0064, -0.0025, -0.0135
O, 0.0004, -0.0035, -0.0138
O, -0.0061, 0.0206, -0.0029
O, 0.005, 0.0037, -0.0141
O, -0.0034, -0.0049, -0.0227
O, -0.005, 0.004, -0.0164
O, 0.0069, 0.0047, -0.0165
O, -0.0028, 0.0103, 0.0014
O, 0.0017, -0.0038, -0.0157
O, -0.0074, 0.0001, -0.0064
O, -0.0062, -0.0011, -0.0144
O, 0.0039, 0.0061, 0.0073
O, -0.0006, 0.0044, -0.0093
O, 0.0005, -0.0068, -0.0151
O, 0.0057, 0.003, -0.0167
O, 0.0088, -0.0725, 0.0736
O, -0.0015, -0.0041, 0.0113
O, -0.0001, -0.006, -0.0077
O, 0.0046, 0.0074, -0.0198
O, 0.0034, -0.0067, -0.022
O, -0.0021, -0.0037, -0.0194
O, 0.0183, -0.0158, 0.0094
O, 0.0014, 0.0072, -0.0106
O, 0.0047, 0.0043, -0.0085
O, 0.0002, 0.0072, -0.0135
O, -0.0434, -0.0199, 0.0368
O, -0.0015, -0.0011, -0.0083
O, -0.0028, -0.0038, -0.0152
O, -0.008, 0.0001, -0.015
O, 0.0063, 0.0064, -0.0071
O, -0.0272, -0.0033, 0.0029
O, -0.005, 0.006, -0.0093
O, -0.0018, 0.0002, -0.0069
O, 0.0006, 0.0101, -0.0188
O, -0.0026, -0.0092, -0.0123
O, 0.003, 0.0034, -0.0161
O, -0.0075, 0.0063, -0.0118
O, 0.0012, 0.0021, -0.0121
O, 0.0498, 0.016, 0.1716

The program warned: the cutoff lies below the one the program advises for these potential files; the exchange-correlation potential is rough where the density is thin.
